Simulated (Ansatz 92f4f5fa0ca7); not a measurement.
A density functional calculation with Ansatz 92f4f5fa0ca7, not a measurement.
Periodic cell of 218 atoms, Si134O84, from a study of silicon, its oxide and their interface. The atomic structure is a simulated model.
Doubt: the cutoff is low for norm-conserving oxygen, so forces and energies are approximate.
Doubt: the program's own warning below bears on the result.

Settings: functional HSE06; potential files SPMS norm-conserving; basis plane waves; wave-function cutoff 800 eV; density cutoff ratio 4; exchange-correlation grid ratio 1; k mesh 1 x 1 x 1, Gamma-centred; occupations fixed; spin none; net charge 0.

Cell vectors (angstrom)
a 10.938 0 0
b 0 10.938 0
c 0 0 32.1092

Atoms: element, x, y, z (angstrom)
Si 0.4698 -0.4783 24.7955
Si 5.7823 -0.4552 24.7685
Si 2.5524 2.8157 24.8087
Si 7.6967 3.3779 24.5592
Si 0.768 4.6555 24.6876
Si 5.9086 5.0783 24.564
Si 2.1025 8.6022 24.7496
Si 7.6407 8.7653 24.6661
Si 1.3731 1.2729 26.1016
Si 6.8541 1.4143 25.8257
Si 4.1778 4.0993 25.932
Si 9.6242 4.0785 25.8265
Si 1.3346 6.7033 25.9403
Si 6.8417 6.8514 25.8724
Si 4.0433 9.4537 25.9817
Si 9.517 9.5656 25.9323
Si 2.796 -0.0478 27.3841
Si 8.2143 0.0639 27.291
Si -0.0422 2.7097 27.3283
Si 5.4941 2.7036 27.3049
Si 2.7911 5.4653 27.3215
Si 8.2693 5.4963 27.2579
Si -0.0459 8.1427 27.2992
Si 5.4573 8.1287 27.3281
Si 4.1018 1.3673 28.691
Si 9.5708 1.3673 28.691
Si 1.3673 4.1018 28.691
Si 6.8362 4.1018 28.691
Si 4.1018 6.8362 28.691
Si 9.5708 6.8362 28.691
Si 1.3673 9.5708 28.691
Si 6.8362 9.5708 28.691
Si 0 0 30.0582
Si 5.469 0 30.0582
Si 2.7345 2.7345 30.0582
Si 8.2035 2.7345 30.0582
Si 0 5.469 30.0582
Si 5.469 5.469 30.0582
Si 2.7345 8.2035 30.0582
Si 8.2035 8.2035 30.0582
Si 1.3673 1.3673 31.4255
Si 6.8362 1.3673 31.4255
Si 4.1018 4.1018 31.4255
Si 9.5708 4.1018 31.4255
Si 1.3673 6.8362 31.4255
Si 6.8362 6.8362 31.4255
Si 4.1018 9.5708 31.4255
Si 9.5708 9.5708 31.4255
Si 2.7345 0 0.6835
Si 8.2035 0 0.6835
Si 0 2.7345 0.6835
Si 5.469 2.7345 0.6835
Si 2.7345 5.469 0.6835
Si 8.2035 5.469 0.6835
Si 0 8.2035 0.6835
Si 5.469 8.2035 0.6835
Si 4.1018 1.3673 2.0507
Si 9.5708 1.3673 2.0507
Si 1.3673 4.1018 2.0507
Si 6.8362 4.1018 2.0507
Si 4.1018 6.8362 2.0507
Si 9.5708 6.8362 2.0507
Si 1.3673 9.5708 2.0507
Si 6.8362 9.5708 2.0507
Si 0 0 3.418
Si 5.469 0 3.418
Si 2.7345 2.7345 3.418
Si 8.2035 2.7345 3.418
Si 0 5.469 3.418
Si 5.469 5.469 3.418
Si 2.7345 8.2035 3.418
Si 8.2035 8.2035 3.418
Si 1.3632 1.4316 4.7442
Si 6.7545 1.4207 4.7987
Si 4.0769 4.1126 4.8256
Si 9.6043 4.1225 4.8191
Si 1.4103 6.8226 4.9409
Si 6.7975 6.8461 4.6583
Si 4.0651 9.5789 4.8534
Si 9.6036 9.5522 4.678
Si 2.6894 0.1202 6.1761
Si 8.2092 -0.0011 5.9331
Si 0.1027 2.8166 6.2125
Si 5.3929 2.7559 6.2647
Si 2.8285 5.4085 6.4281
Si 8.156 5.5438 6.0128
Si -0.032 8.3019 6.2065
Si 5.4476 8.0769 6.1134
Si 3.6512 1.7861 7.6448
Si 9.7744 1.1411 7.2255
Si 1.8987 3.5595 7.725
Si 6.5501 4.5089 7.374
Si 4.766 6.2931 7.609
Si 9.0161 7.3437 7.2505
Si 0.6558 10.3772 7.1757
Si 7.3036 9.1085 7.0651
O 6.6817 9.7659 8.4475
O 1.5431 3.8099 9.3559
O 1.0579 10.4845 8.7828
O 7.424 3.959 8.6919
O 9.2502 6.746 8.7932
O 4.0623 1.3105 9.2144
O 4.5158 6.7624 9.217
O 9.1039 1.7754 8.6344
O 4.9815 -0.0867 23.3614
O 8.0088 3.4841 22.9237
O 0.5642 0.5144 20.6185
O 5.5893 5.5045 22.9719
O 8.042 8.431 23.0925
O 3.1754 2.0021 23.4698
O 2.115 8.1247 23.1441
O 0.2923 0.0409 23.2272
Si 5.2761 1.0694 10.2996
Si 7.9204 2.5853 9.4331
Si 0.1307 6.9543 14.748
Si 12.9898 3.2445 19.3701
Si 7.5624 12.3397 15.3324
Si 10.2909 6.9652 10.018
Si 5.9184 13.4252 20.4589
Si 6.7877 9.5225 10.0337
Si -0.4195 7.2323 17.8673
Si -1.7568 4.9062 19.164
Si 1.3807 3.4926 16.5138
Si 1.1521 7.8591 21.8591
Si 9.4276 9.3297 11.4671
Si -2.4651 16.4488 14.035
Si 5.314 12.9116 17.3932
Si 2.3919 5.8798 12.9741
Si -1.3301 0.1717 13.7688
Si 8.6612 2.9556 21.527
Si 9.462 2.9999 12.1599
Si 5.2343 13.0449 13.3284
Si 2.0906 8.8026 19.1273
Si 9.2639 14.8251 16.3154
Si 2.1501 11.3335 20.2641
Si -6.1009 7.1195 19.0214
Si 5.2611 7.0838 10.6457
Si 5.4631 5.3024 13.0173
Si 14.0319 12.0686 15.5366
Si 4.8336 5.2057 21.5433
Si 4.0389 11.8901 22.537
Si 11.9566 9.4283 9.9804
Si 2.9465 8.5942 11.9157
Si 3.9168 4.6308 17.5328
Si 7.845 7.4915 19.1141
Si 1.7093 4.9391 21.729
Si 10.4583 0.4453 21.8551
Si 1.4833 -1.0557 14.2986
Si 9.0432 8.7048 21.8459
Si 0.9396 4.2973 10.8012
O -1.911 7.9494 18.0344
O 9.2708 10.2991 21.5765
O -2.4663 5.1401 15.6341
O 4.8151 -4.4278 20.5494
O 2.4125 -0.3568 15.4535
O 5.3921 3.724 13.352
O -0.0545 5.5607 10.5298
O 1.2244 3.8585 20.6204
O 8.594 13.5471 15.6144
O 6.6247 12.4737 13.9876
O -2.6347 8.0911 20.5503
O 5.6336 4.0799 20.6705
O 3.3148 4.7561 22.0012
O 6.2818 7.8997 18.7895
O 3.9901 12.4708 14.2195
O 9.0324 3.8434 17.9309
O -1.5273 12.5071 12.9409
O 12.2273 5.9037 14.1964
O -0.1525 6.7558 16.3408
O 1.0956 13.9949 18.0706
O -0.4426 8.0106 22.1943
O 14.463 8.0814 18.8868
O 10.4676 5.8966 18.8437
O 3.9599 5.8509 13.5205
O 6.6018 12.2417 16.6457
O 5.0441 3.5563 16.9987
O 1.4529 6.4285 21.1612
O 9.0023 15.1862 13.1211
O 3.3053 4.2221 18.9983
O 9.5248 7.713 11.2581
O 7.8484 5.8558 19.1932
O 2.6073 9.6295 13.1236
O 10.8945 9.9615 11.1024
O 5.5868 -0.5035 10.6568
O 8.414 2.9872 10.9209
O 4.9756 12.6691 11.7605
O 0.8592 8.1779 18.2562
O 2.6009 4.6254 16.5271
O 6.894 5.8872 13.6543
O 4.0001 12.0778 16.8969
O 2.3371 10.4029 18.9222
O 10.9727 14.1009 11.5494
O 4.6702 6.0478 17.7798
O 5.0861 12.7062 21.6263
O 8.6097 11.1028 15.0781
O 11.4917 7.9418 9.4661
O 3.0442 0.0577 21.5991
O 9.6375 6.6969 13.9505
O 6.6279 -3.0077 10.3723
O 6.6127 1.6398 9.5774
O -1.6436 4.1547 20.6049
O 13.6451 12.7846 19.8014
O -2.6552 -0.9701 10.5018
O 11.2123 10.9533 14.0326
O 1.8923 2.2327 15.6285
O 1.5967 8.87 20.6845
O -10.2013 8.4706 14.6235
O 5.5295 1.8906 18.9968
O 0.7409 4.8012 23.0289
O -8.8842 7.2526 12.1449
O 7.5153 2.2043 20.6425
O 10.8646 3.9443 15.9377
O 2.1307 15.6168 11.8791
O 4.4617 8.0627 11.6984
O 9.0888 9.7738 12.9786
O 9.8167 1.9217 21.9886
O 13.467 9.3491 10.5443
O 5.5489 5.6678 11.4137

Results
free energy: -52807.117 eV
free energy less fixed offsets of O -447.96, Si -113.29 eV per atom: 2.383 eV
gap between the highest filled and lowest empty level on this k mesh: 1.370 eV

The program warned: the cutoff lies below the one the program advises for these potential files; the model core charge is not resolved on the grid; the forces do not sum to zero within the program's tolerance; the exchange-correlation potential is rough where the density is thin.
